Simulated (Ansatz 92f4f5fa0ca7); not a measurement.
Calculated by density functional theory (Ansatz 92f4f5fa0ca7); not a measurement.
Periodic cell of 166 atoms, Si98O68, from a study of silicon, its oxide and their interface. The atomic structure is a simulated model.

Settings
functional: r2SCAN
potential files: Ansatz norm-conserving
basis: plane waves
wave-function cutoff: 1300 eV
density cutoff ratio: 4
exchange-correlation grid ratio: 1
k mesh: 2 x 2 x 1, shifted by 0.5 0.5 0.5 of a step
self-consistency stop: 5e-08 eV per atom in the density residual
occupations: Fermi-Dirac, 0.05 eV
spin: none
net charge: 0

Cell vectors (angstrom)
a, 10.88, 0, 0
b, 0, 10.88, 0
c, 0, 0, 23.508

Atoms and the computed forces on them: element, x, y, z (angstrom), force x, y, z (eV/angstrom)
Si, 0.3585, -0.288, 0.0692, -0.0381, -1.5672, -0.5415
Si, 2.604, 2.6499, 0.2554, 0.4543, 1.4131, 1.496
Si, 0.3757, 5.0092, 0.2808, 0.8302, 0.7469, -1.6376
Si, 2.4734, 8.1063, -0.2688, -1.5788, 2.5938, 1.9031
Si, 5.1552, 0.7156, -0.2103, 0.2775, -0.942, 0.2936
Si, 8.1103, 3.1259, -0.0438, -0.5931, -1.3368, -1.6526
Si, 6.1178, 5.6575, -0.2448, -1.1743, -0.1806, 3.2699
Si, 8.2212, 8.0479, -0.0663, -0.1032, 1.6818, -0.6925
Si, 1.4858, 1.2011, 1.6026, -1.2767, 0.0077, -0.1019
Si, 4.2027, 4.1226, 1.5235, -2.5584, 0.7982, -1.9727
Si, 1.535, 6.6422, 1.4598, 2.1844, -1.4743, -1.575
Si, 4.0352, 9.593, 0.8982, 0.8544, -0.2928, 0.8153
Si, 6.8851, 1.4314, 1.1825, 0.5478, -0.037, 0.8887
Si, 9.5164, 4.0341, 1.4125, -0.6992, 1.1486, 0.4378
Si, 6.9965, 6.8939, 1.5264, -0.368, -0.9864, -0.7347
Si, 9.5562, 9.3684, 1.3387, 2.559, -0.6448, -0.4975
Si, -0.0966, 2.74, 2.7435, 0.8641, -1.2115, 0.9518
Si, 2.8426, -0.2199, 2.8358, -0.6274, -1.0916, -1.7593
Si, 0.3326, 7.834, 2.7765, -3.9886, 1.6038, 1.2146
Si, 2.9193, 5.5033, 3.0506, -1.0171, -0.6696, -1.0668
Si, 5.3883, 2.5347, 2.6328, 1.1335, 0.7414, 1.1868
Si, 8.3206, -0.106, 2.6128, -0.6252, 1.2121, -1.631
Si, 5.4882, 8.265, 2.5967, -0.7839, 0.9987, -0.2809
Si, 7.9197, 5.2276, 2.7993, 1.6157, 0.4065, 0.2477
Si, 1.2076, 4.1805, 4.2127, 0.672, -1.2574, -0.0768
Si, 4.1819, 1.0395, 4.0819, -0.1567, 1.9417, 0.0585
Si, 1.471, 9.3007, 4.1854, -1.3978, 1.6068, -1.3284
Si, 3.9251, 7.2043, 4.1588, 1.2717, -0.2588, 0.6386
Si, 6.42, 4.1485, 4.2165, 0.0608, -1.078, -0.0413
Si, 9.3948, 1.2399, 4.0855, 2.1558, 0.4909, -0.6423
Si, 7.0294, 9.5464, 3.9033, -1.3501, -1.7305, 1.4011
Si, 9.4094, 6.5534, 4.1137, 0.3536, 1.0788, -0.3917
Si, 0.0537, -0.0553, 5.3715, -1.7087, -1.4822, -0.1859
Si, 2.5868, 2.35, 5.3539, 0.1109, 1.8822, -0.3032
Si, -0.2817, 5.3848, 5.6505, 0.576, -0.6958, -0.18
Si, 2.6413, 8.4035, 5.7728, 1.3124, -1.0999, 0.0379
Si, 5.638, -0.1548, 5.3435, -0.4036, 0.1214, 1.7021
Si, 7.8248, 2.3142, 5.2436, -0.498, 2.8864, 1.1242
Si, 5.1336, 5.8097, 5.6832, 0.4441, -1.8118, -1.4194
Si, 8.1617, 8.098, 5.5244, 0.4228, 0.5021, -2.1216
Si, 1.2721, 1.0975, 6.8529, 1.1629, 1.1182, 0.2253
Si, 3.8411, 3.9952, 6.6421, -0.1791, 0.1884, 0.5096
Si, 1.2505, 6.8868, 6.7226, 0.0441, -1.5765, 1.4593
Si, 4.1075, 9.715, 6.9911, -0.8627, 1.5149, -1.7388
Si, 6.73, 1.2655, 6.9696, -1.1325, 0.0156, 0.126
Si, 9.0595, 3.792, 6.6866, 1.0696, 0.4829, 0.1179
Si, 6.7003, 7.0262, 6.834, -0.0745, -0.5016, 1.5376
Si, 9.3982, 9.5152, 6.8557, 1.1795, 0.1368, 0.3839
Si, -0.1546, 2.5492, 7.8832, -0.3727, 2.0949, 0.8572
Si, 2.886, 0.2967, 8.3706, -0.3967, -1.1921, 0.9648
Si, 0.0904, 8.2033, 8.2128, -0.8166, 1.8334, -0.3707
Si, 2.6374, 5.4168, 8.1557, 1.103, 0.6188, -1.6282
Si, 5.136, 2.7141, 8.2113, 0.8929, 0.7427, 0.8626
Si, 7.998, -0.0822, 8.3799, 1.1761, -0.0232, -0.3784
Si, 5.2986, 8.4612, 8.2591, 2.5977, -1.9254, 2.058
Si, 8.0036, 5.4208, 8.136, -0.506, 0.1859, 0.4132
Si, 1.3599, 3.9736, 9.268, -1.4099, -0.5463, 0.0703
Si, 4.279, 1.3798, 10.1286, -1.2754, 0.6573, -1.833
Si, 1.4117, 9.691, 9.6479, 0.3976, -1.2693, 0.0848
Si, 4.4821, 6.5708, 9.3824, -1.1322, -0.7279, -0.4273
Si, 5.9895, 4.7155, 9.5112, 0.5173, -0.1808, -0.4212
Si, 9.4676, 1.4073, 9.451, -0.0382, -0.5694, -0.9675
Si, 6.7852, 9.6377, 9.9789, -0.7413, -1.9896, 0.4838
Si, 9.63, 6.7832, 9.3937, -1.6651, -0.4706, 0.073
Si, 0.0693, 0.4462, 10.8795, 0.0342, -1.4713, 0.237
Si, 2.3707, 2.5222, 10.8918, -1.1832, -0.6341, -0.9206
Si, 0.5555, 5.9649, 10.5061, -0.0285, -2.8757, 1.3545
Si, 2.2546, 7.6247, 11.0672, 0.1237, -0.0185, -3.3218
Si, 5.7193, 0.2581, 11.5812, 1.4864, 1.1307, -2.5336
Si, 8.3692, 2.2257, 11.2345, -1.6125, 0.5975, 2.947
Si, 6.9847, 4.692, 11.6915, 0.2002, 3.0229, -3.9298
Si, 8.0917, 7.5994, 11.0768, -0.5646, -0.6892, -1.7104
Si, -1.5788, 3.5234, 20.7202, 1.6427, -3.3576, -2.524
Si, 7.0416, 9.1218, 14.7984, -0.4557, -2.232, 2.368
Si, 12.0507, 20.0439, 16.8277, 0.8229, -1.1762, 0.6485
Si, 5.899, 6.4978, 15.7011, 0.4837, -3.5653, -1.0858
Si, -1.8651, 1.4373, 18.5577, 1.2404, -0.0994, 0.4567
Si, -0.4116, 6.6469, 18.3051, -0.5458, 0.0009, -0.6592
Si, 11.9828, 4.3676, 19.4426, -0.3441, -2.5517, -1.0361
Si, 12.6798, 9.1125, 13.7882, -1.021, -1.6021, 1.745
Si, 12.139, 4.2774, 12.8778, -2.3034, 0.7565, 1.7675
Si, -3.4167, 6.9846, 18.2194, -4.5181, 2.683, -0.2968
Si, 4.6529, -0.2609, 13.4943, -3.1789, -0.8309, 0.3173
Si, 13.7047, 6.6096, 20.4173, 0.4167, -0.5464, 0.1197
Si, 9.9016, 6.3455, 21.336, 0.2523, 2.1385, -0.7943
Si, 3.1966, -5.7893, 14.9735, 3.3535, -1.8938, -3.4759
Si, -3.9226, 9.9799, 17.9323, -0.6233, 1.2959, -3.0806
Si, 7.2427, 3.7851, 14.7331, -2.3266, -0.0873, -0.9527
Si, 2.4215, 3.2114, 17.0093, 1.4264, -2.9287, 0.6493
Si, 5.778, 6.6989, 20.4483, -1.9956, 1.5832, 0.2311
Si, -0.6118, 10.5835, 20.7024, 1.4593, 0.445, -0.138
Si, 4.7282, 13.2919, 15.0765, -0.2362, 3.0663, 2.5275
Si, -0.0282, 1.1285, 16.2189, 1.2762, 2.1437, 2.118
Si, 2.1829, 9.2095, 19.58, -0.3129, 0.9927, 1.3344
Si, 9.6934, -1.4081, 13.0029, -1.8394, -1.5009, 1.0127
Si, 9.89, 2.4682, 14.0037, 0.8207, 2.8611, -1.6548
Si, 7.1563, 10.0985, 21.5142, -1.5903, 0.911, -1.0668
Si, 5.1479, 9.7015, 20.1516, 0.745, 3.4062, -1.4501
O, -0.3505, 0.3325, -1.2999, 0.4217, -0.2896, -0.39
O, 0.3291, 15.9383, -5.3157, -2.0539, 4.4303, 0.483
O, 2.2387, -1.2851, -5.4765, -0.8503, 0.5913, -1.8038
O, 0.1803, 6.0948, -1.092, 0.5103, -1.9481, 0.6232
O, -4.6747, 11.4555, -1.5156, 0.1886, 0.2678, 0.2132
O, -4.6493, 6.7683, -1.4121, -1.395, -1.5508, -3.275
O, 1.3457, 9.3761, -0.6141, 0.4237, -0.537, 1.63
O, 6.7978, 4.1911, -0.1784, 1.9158, -1.0031, -1.7749
O, 3.876, 1.7188, -0.4435, -0.5659, 0.6207, -0.7261
O, 3.5103, -1.0963, -3.0297, -0.5208, 0.4813, -1.3919
O, 15.4728, 5.1734, 0.2054, 0.214, -0.1002, 0.2979
O, 7.0459, -1.6466, -0.6292, 2.2263, -1.6801, 0.4746
O, 8.9582, 2.6179, -1.5337, -2.0365, 0.6646, 3.3429
O, 8.9772, 7.3813, -1.4036, -1.9367, 1.4484, 1.6777
O, 5.5454, 10.3167, -4.9028, -1.3398, -0.2139, 1.2778
O, 1.2083, 1.4253, 11.5572, 0.5495, 0.69, -0.6073
O, -1.1196, -0.1902, 11.9503, 1.2004, -0.3399, -0.1942
O, 6.3887, 2.4146, 15.1824, -0.1391, 1.3262, -0.6029
O, 2.4522, 3.7579, 11.9312, 0.2749, -0.8864, 0.7974
O, 1.7678, 8.1724, 12.4455, 0.3126, -0.6236, 2.9746
O, 7.3089, 6.3273, 11.7976, 0.2285, 0.4595, -0.6308
O, 6.6654, 4.1781, 13.071, -0.0166, -1.8508, 6.712
O, 2.9366, 10.1019, 13.4035, 4.2955, 1.8621, -0.0756
O, 8.255, 3.8598, 11.1969, 0.5929, -0.8831, -1.225
O, 6.811, 1.5083, 11.8948, 1.9833, 0.1646, -1.1769
O, 9.3682, 2.2169, 12.5453, -0.6881, -0.7194, -1.0299
O, 11.1037, 9.4335, 13.8424, -1.9527, 0.3607, -0.8797
O, 6.5269, 4.9401, 15.6756, 1.8002, -0.3784, -1.2711
O, 10.9785, 5.0682, 11.9467, 1.8218, 0.0435, 0.7928
O, 9.1235, 8.1413, 12.1448, 2.2979, 1.9632, 2.105
O, 4.3774, 6.1729, 15.1573, -0.0469, 1.9193, 0.8256
O, 2.1624, 3.4553, 18.6461, 0.9902, -1.0529, -2.3277
O, 3.8102, 7.0349, 10.8428, -0.9722, 0.5613, 0.7015
O, 12.8505, 8.7326, 15.45, -0.1979, 0.3234, -0.9941
O, 10.2126, 12.0247, 14.7374, 0.7375, -2.4562, 1.6017
O, 11.1543, 18.6875, 17.3021, -0.4595, -0.215, 0.828
O, -8.881, -5.6478, 20.3876, -0.2678, 1.3214, 1.3807
O, 17.7555, -0.991, 16.2234, 0.5652, -0.4319, 2.1554
O, -0.6638, 0.74, 19.4369, 0.1361, -0.4256, 0.7144
O, -2.1761, 10.019, 20.8063, -0.9967, 0.1893, 1.2242
O, -13.2466, 2.6637, 19.5016, 0.2301, 1.4822, -0.0285
O, 0.0387, 3.4772, 20.2894, -0.7988, 0.6136, 0.2598
O, 7.4907, 8.6011, 18.4265, 1.431, -2.0713, 0.6326
O, 4.4474, 1.0554, 14.3455, -0.6466, -0.6462, -0.4063
O, -2.9316, 0.2615, 18.3842, -0.1017, 0.7983, -0.5823
O, 17.7422, 7.3864, 14.7683, -0.1844, 2.9216, 0.4118
O, 4.1228, 3.7781, 14.4088, -0.2713, -0.1481, -0.2693
O, 0.2846, 10.4993, 16.6607, -0.4694, -0.2667, -0.4303
O, 5.6938, 9.5946, 14.1335, -1.7153, 0.078, -1.3252
O, 2.4078, 4.5769, 16.1866, -1.6383, 0.4398, 2.8192
O, 0.8238, 9.7168, 20.3776, -0.8816, 0.0391, -0.8713
O, 9.6626, 23.6411, 17.1174, 0.441, -1.0497, 0.6512
O, 12.2642, 2.0732, 16.4742, -2.1762, -1.0888, -0.4431
O, 8.4158, 9.4546, 14.1465, 2.6955, 1.1888, -1.8925
O, 10.328, -3.6477, 19.9025, -0.1546, -3.0636, -0.0124
O, 0.4769, 14.0668, 13.9705, 1.1071, 2.1815, -2.3629
O, -1.8642, 15.8997, 21.1057, -0.6161, 1.2537, -0.5991
O, 2.1988, 7.5761, 19.2633, 0.8051, -0.0978, 2.094
O, -2.0732, 6.4446, 17.8176, 6.482, -1.3922, -1.1469
O, 5.291, -2.6778, 19.9922, 1.2552, -5.8787, 0.1101
O, 14.8098, 2.545, 16.5337, -0.7698, -0.1638, 0.8331
O, 4.3039, 6.0128, 20.0591, 1.7327, -0.0987, 1.3298
O, 2.1161, 16.1887, 13.8169, -0.6193, 1.0558, -0.3279
O, 2.7621, 7.4599, 21.8183, 0.6139, -1.4836, -1.4843
O, 8.8488, 14.266, 14.8137, -2.4097, 1.4151, 0.0929
O, 11.9578, 3.5453, 23.3603, 1.7682, 0.1988, -0.4247
O, -3.8174, 6.2591, 19.5828, -1.1327, -0.4872, 1.4822
O, 6.1324, 6.8149, 17.2411, 0.3807, 0.5526, 0.9387

Results
free energy: -43079.488 eV
free energy less fixed offsets of O -463.61, Si -117.95 eV per atom: 5.092 eV
pressure: -2.36 GPa
stress xx, yy, zz, yz, xz, xy (GPa, positive in tension): 4.15, 1.15, 1.77, 0.61, -1.28, 0.11
